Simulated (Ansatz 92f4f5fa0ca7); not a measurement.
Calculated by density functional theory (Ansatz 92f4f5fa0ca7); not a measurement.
Periodic cell of 208 atoms, Si124O76P8, from a study of silicon, its oxide and their interface. The atomic structure is a simulated model.
Doubt: the cutoff is far below the 930 eV that the study's wrapper takes by default for these files, so forces and energies are approximate.

Settings
functional: PBE
potential files: Ansatz PAW
basis: plane waves
wave-function cutoff: 580 eV
density cutoff ratio: 5
exchange-correlation grid ratio: 1
k mesh: 1 x 1 x 1, Gamma-centred
self-consistency stop: 5e-08 eV per atom in the density residual
occupations: fixed
spin: none
net charge: 0

Cell vectors (angstrom)
a, 10.938, 0, 0
b, 0, 10.938, 0
c, 0, 0, 31.5419

Atoms and the computed forces on them: element, x, y, z (angstrom), force x, y, z (eV/angstrom)
P, 10.3998, 0.5607, 24.1323, 0.017, -0.033, 0.0454
Si, 6.0609, 10.5513, 24.2263, 0.0413, 0.0121, 0.0314
P, 2.1297, 3.1598, 24.1513, -0.031, -0.028, 0.0748
P, 8.763, 2.2251, 24.1455, 0.0538, -0.0103, 0.0884
P, 0.5043, 4.845, 24.0971, -0.0041, -0.0169, 0.0784
Si, 4.7211, 5.6492, 23.9414, -0.0406, 0.0088, 0.0558
Si, 3.3131, 7.6872, 24.0963, 0.0312, -0.0201, -0.0046
Si, 7.6663, 8.7108, 24.1433, -0.0181, -0.0288, 0.0191
Si, 1.2116, 1.4402, 25.446, -0.0056, 0.0088, -0.0896
Si, 7.0215, 1.364, 25.486, -0.0196, 0.043, -0.0149
Si, 3.8829, 4.0404, 25.444, 0.0014, 0.013, -0.0397
Si, 9.7042, 3.9647, 25.4281, -0.019, 0.0192, -0.0885
Si, 1.4048, 6.7061, 25.2781, -0.0424, 0.0277, -0.0229
Si, 6.7108, 6.7471, 25.1873, 0.0188, -0.0168, -0.0064
Si, 4.1904, 9.5231, 25.3677, -0.0227, -0.0071, 0.0273
Si, 9.522, 9.6719, 25.369, 0.0299, 0.0253, -0.0344
Si, 2.7265, -0.0099, 26.673, 0.0137, 0.0023, 0.01
Si, 8.2362, -0.0295, 26.8783, 0.0122, 0.0144, -0.0775
Si, 0.001, 2.7266, 26.9096, 0.0109, -0.0016, -0.0957
Si, 5.4684, 2.7321, 26.7026, 0.0061, -0.02, 0.036
Si, 2.7097, 5.5061, 26.8298, -0.0253, -0.0587, -0.0668
Si, 8.2015, 5.4486, 26.625, -0.0078, 0.0317, 0.0144
Si, 0.0147, 8.1882, 26.6408, -0.0066, -0.0091, 0.0178
Si, 5.5054, 8.1443, 26.7667, 0.0151, 0.0146, -0.0581
Si, 4.1018, 1.3673, 28.1237, -0.0293, -0.1376, -0.5586
Si, 9.5708, 1.3673, 28.1237, -0.0557, -0.2177, 1.0384
Si, 1.3673, 4.1018, 28.1237, 0.1889, 0.354, 0.7427
Si, 6.8362, 4.1018, 28.1237, -0.0048, 0.1624, -0.6204
Si, 4.1018, 6.8362, 28.1237, 0.1948, 0.1712, 0.3811
Si, 9.5708, 6.8362, 28.1237, -0.1042, 0.0017, -0.8876
Si, 1.3673, 9.5708, 28.1237, -0.0129, -0.1253, -0.6711
Si, 6.8362, 9.5708, 28.1237, -0.1266, -0.5201, 0.3971
Si, 0, 0, 29.4909, -0.0825, 0.0678, 0.0591
Si, 5.469, 0, 29.4909, -0.0909, -0.1202, -0.0062
Si, 2.7345, 2.7345, 29.4909, 0.0054, 0.1082, 0.0146
Si, 8.2035, 2.7345, 29.4909, 0.005, -0.1118, 0.0273
Si, 0, 5.469, 29.4909, 0.0384, -0.0898, 0.0216
Si, 5.469, 5.469, 29.4909, -0.0185, 0.0654, 0.0231
Si, 2.7345, 8.2035, 29.4909, 0.0692, 0.0004, 0.0176
Si, 8.2035, 8.2035, 29.4909, -0.0619, 0.0571, 0.0345
Si, 1.3673, 1.3673, 30.8582, 0.0684, -0.1062, -0.0162
Si, 6.8362, 1.3673, 30.8582, -0.0296, 0.0422, 0.0222
Si, 4.1018, 4.1018, 30.8582, 0.0863, -0.0543, -0.0098
Si, 9.5708, 4.1018, 30.8582, -0.0575, 0.1123, 0.0236
Si, 1.3673, 6.8362, 30.8582, -0.0803, 0.0493, 0.0231
Si, 6.8362, 6.8362, 30.8582, 0.035, -0.0375, -0.0102
Si, 4.1018, 9.5708, 30.8582, -0.01, 0.0445, 0.0354
Si, 9.5708, 9.5708, 30.8582, 0.0782, -0.0729, -0.0058
Si, 2.7345, 0, 0.6835, -0.0812, 0.0732, 0.0123
Si, 8.2035, 0, 0.6835, 0.0705, -0.0494, -0.028
Si, 0, 2.7345, 0.6835, 0.0367, -0.0742, -0.0306
Si, 5.469, 2.7345, 0.6835, -0.083, 0.0674, 0.0118
Si, 2.7345, 5.469, 0.6835, 0.062, -0.0464, -0.0205
Si, 8.2035, 5.469, 0.6835, -0.0909, 0.0292, 0.0045
Si, 0, 8.2035, 0.6835, -0.0502, 0.1059, 0.0048
Si, 5.469, 8.2035, 0.6835, 0.0385, -0.0774, -0.0243
Si, 4.1018, 1.3673, 2.0507, 0.0745, -0.0357, -0.0156
Si, 9.5708, 1.3673, 2.0507, -0.0718, 0.0275, -0.0303
Si, 1.3673, 4.1018, 2.0507, -0.0345, 0.056, -0.009
Si, 6.8362, 4.1018, 2.0507, 0.097, -0.0205, -0.0231
Si, 4.1018, 6.8362, 2.0507, 0.0109, 0.1076, -0.0246
Si, 9.5708, 6.8362, 2.0507, 0.0588, -0.059, -0.013
Si, 1.3673, 9.5708, 2.0507, 0.0446, -0.107, -0.0534
Si, 6.8362, 9.5708, 2.0507, -0.0497, 0.0396, 0.0033
Si, 0, 0, 3.418, -0.1127, -0.0107, 0.5899
Si, 5.469, 0, 3.418, 0.0113, 0.0841, -0.8258
Si, 2.7345, 2.7345, 3.418, -0.0115, 0.0083, 0.8679
Si, 8.2035, 2.7345, 3.418, 0.0127, -0.0424, -0.4956
Si, 0, 5.469, 3.418, -0.039, -0.0309, -0.8908
Si, 5.469, 5.469, 3.418, 0.1223, 0.1134, 0.4799
Si, 2.7345, 8.2035, 3.418, -0.0077, 0.1956, -0.7746
Si, 8.2035, 8.2035, 3.418, 0.0043, 0.0485, 0.9391
Si, 1.3321, 1.3576, 4.8785, -0.0387, -0.0349, -0.0112
Si, 6.8171, 1.3574, 4.6977, 0.1034, 0.1073, 0.1373
Si, 4.1281, 4.1367, 4.861, 0.0228, 0.0262, -0.0226
Si, 9.5942, 4.1093, 4.689, -0.1087, -0.1046, 0.1437
Si, 1.3511, 6.8413, 4.6563, 0.0912, 0.0851, 0.1365
Si, 6.8185, 6.8372, 4.8964, -0.0245, -0.0254, -0.0118
Si, 4.0776, 9.6224, 4.6762, -0.1037, -0.0938, 0.1471
Si, 9.5677, 9.6013, 4.9053, 0.0324, 0.0339, -0.0088
Si, 2.7716, -0.0797, 6.177, -0.0113, 0.0382, 0.0339
Si, 8.1101, 0.149, 6.2215, 0.0329, -0.0498, 0.0222
Si, -0.1101, 2.7995, 6.1809, 0.0461, -0.0135, 0.0266
Si, 5.5993, 2.7221, 6.1511, -0.0408, -0.0035, 0.0439
Si, 2.708, 5.638, 6.0999, -0.0003, -0.0495, 0.0397
Si, 8.2935, 5.3499, 6.168, -0.0342, 0.045, 0.033
Si, 0.147, 8.1521, 6.1468, -0.041, 0.0294, 0.0336
Si, 5.3101, 8.3182, 6.1366, 0.044, -0.0374, 0.0303
Si, 4.4191, 1.1168, 7.5074, 0.0081, -0.0235, -0.0133
P, 9.0332, 1.9376, 7.4612, -0.0304, -0.0038, -0.0903
Si, 1.0664, 4.5211, 7.4312, -0.0218, 0.0265, 0.0042
P, 7.3792, 3.5874, 7.4409, 0.032, 0.0055, -0.0864
P, 3.5648, 7.3944, 7.4123, -0.0119, 0.0432, -0.0797
Si, 10.1205, 6.3453, 7.4221, 0.0525, -0.0415, -0.0004
P, 1.9109, 9.0481, 7.43, 0.0078, -0.0228, -0.0882
Si, 6.2438, 10.1106, 7.4694, -0.0442, 0.0528, 0.0198
O, 3.7149, 1.9071, 8.8321, 0.0099, -0.001, -0.0002
O, 6.7074, 9.334, 8.8553, 0.0048, -0.0055, -0.0109
O, 9.4942, 6.9876, 8.8156, -0.0024, 0.0022, -0.0127
O, 1.8872, 3.9461, 8.781, 0.0007, 0.0071, -0.0034
O, 3.39, 8.426, 22.5965, -0.0131, 0.01, -0.0033
O, 4.4825, 4.903, 22.4264, 0.0126, -0.0084, 0.0095
O, 5.9968, 0.2358, 22.693, -0.0004, -0.0053, 0.0292
O, 7.9051, 8.4699, 22.5271, -0.0023, 0.0041, 0.016
Si, 9.513, -0.1302, 16.9851, -0.0005, -0.0021, -0.0098
Si, 4.6977, 3.9546, 21.0788, 0.009, -0.0014, -0.0284
Si, 5.5108, -0.0933, 17.1508, -0.0038, -0.0019, -0.0041
Si, 10.6717, 2.2718, 15.4976, -0.0026, 0.0019, -0.0065
Si, 9.1924, 2.3416, 12.6485, 0.0041, -0.0007, 0.0091
Si, 1.4461, 7.8694, 11.763, -0.0144, -0.0019, 0.0143
Si, 8.719, 9.6612, 14.3519, 0.0003, -0.0017, -0.0047
Si, 8.9042, 4.3911, 16.8938, 0.0016, 0.0028, -0.0052
Si, 8.877, 6.4413, 14.5938, -0.0008, -0.0018, -0.0037
Si, 1.7662, 6.0075, 16.4693, -0.004, -0.0058, -0.0055
Si, 6.8201, 0.2216, 12.6031, -0.0046, -0.0054, -0.0053
Si, 2.4521, 2.6119, 19.0775, 0.0009, 0.001, -0.0181
Si, 7.7499, 10.7382, 19.2897, -0.0001, -0.0053, -0.0138
Si, 5.1568, 2.4537, 13.8569, -0.0027, 0.0008, -0.0044
Si, 0.1961, 4.5223, 18.8214, 0.0031, 0.0031, -0.0138
Si, 0.6171, 10.4624, 13.3849, 0.0011, 0.0002, -0.0043
Si, 3.0146, 8.0899, 21.0474, 0.0082, -0.0033, 0.0091
Si, 5.0188, 4.6527, 11.5475, -0.0189, -0.0089, 0.0189
Si, 3.5097, -0.1712, 19.5148, -0.0055, -0.0094, -0.0069
Si, 4.9119, 6.0691, 16.8338, -0.0002, 0.0024, -0.0019
Si, 5.8638, 1.0429, 21.3025, -0.0129, 0.0152, -0.0444
Si, 8.1999, 8.0853, 20.9875, 0.005, -0.0077, -0.03
Si, 7.9656, 5.2264, 12.1105, 0.0156, 0.0095, 0.0183
Si, 2.7864, 2.111, 15.9744, 0.0013, 0.0047, -0.0026
Si, 9.5213, 7.3463, 10.3959, -0.0076, 0.0021, -0.0039
Si, 6.8435, 9.0612, 10.4459, 0.0098, 0.0063, -0.0049
Si, 2.2691, 10.0191, 15.952, -0.0005, 0.0017, -0.0043
Si, 4.7695, 8.5693, 15.058, -0.0002, -0.0006, -0.0086
Si, 0.5037, 8.512, 17.5305, -0.0012, -0.0043, -0.0004
Si, 5.6036, 6.5079, 19.805, -0.0125, -0.0015, -0.0017
Si, 6.1935, 3.09, 16.4005, 0.0006, 0.001, -0.007
Si, 0.2019, 7.0297, 20.3631, 0.0044, 0.0059, -0.0139
Si, 0.9891, 2.418, 12.0809, 0.0089, 0.0017, 0.0035
Si, 0.8549, 5.3419, 13.6321, 0.0005, -0.0035, -0.0037
Si, 2.9886, 3.1238, 9.6814, -0.0031, -0.013, -0.0335
Si, 4.4735, 7.6455, 11.982, 0.0065, -0.0007, 0.0233
O, 10.2708, 5.7886, 14.0355, -0.0003, 0.0013, -0.0005
O, 4.8915, 3.4469, 12.6214, 0.0046, -0.0008, -0.006
O, 4.22, 7.1817, 20.396, 0.0074, -0.0003, -0.0004
O, 9.0854, 5.9984, 11.2091, -0.0124, -0.0064, -0.002
O, 3.8682, 2.6017, 14.8546, -0.0019, 0.0005, 0.0009
O, 6.501, 10.4959, 11.1552, 0.0012, -0.0019, 0.0022
O, 1.3326, 2.496, 15.3726, 0.001, -0.0011, -0.0012
O, 0.3776, 7.8211, 18.9654, 0.001, 0.0047, -0.0002
O, 6.9694, 7.1522, 20.4339, 0.0025, 0.0035, 0.0115
O, 9.9321, 10.2271, 13.3945, -0.0011, -0.0005, -0.0016
O, 7.6208, 3.4134, 17.107, -0.0015, -0.0022, 0.0043
O, 1.0215, 10.1885, 14.9318, 0.003, -0.0006, 0.003
O, 0.1418, 7.7628, 10.7496, 0.007, 0.0077, -0.0082
O, 7.9939, 1.3099, 12.3506, 0.0011, 0.0012, -0.0062
O, 1.2153, 0.9817, 12.8909, -0.0013, -0.005, -0.0003
O, 0.8845, 3.0864, 19.1833, -0.0018, -0.0005, 0.0075
O, 5.6925, 1.5672, 16.9184, 0.0017, -0.0008, 0.0028
O, 1.0855, 5.0715, 17.5885, -0.0008, 0.0013, 0.0047
O, 3.0292, 0.5051, 15.9791, -0.001, -0.0021, 0.0015
O, 4.1824, 10.5122, 18.054, 0.003, 0.0017, 0.0014
O, 5.5295, 2.6238, 21.5416, 0.0033, -0.0059, 0.0079
O, 4.7698, 8.4404, 13.408, -0.0005, 0.0011, 0.0033
O, 5.2986, 4.4741, 16.6285, -0.0019, 0.0005, 0.0024
O, 8.9466, 0.4523, 18.398, 0.0006, 0.0013, 0.0042
O, 1.6854, 9.6332, 17.4292, -0.0016, 0.0001, 0.0033
O, 4.4429, 6.0244, 12.2114, 0.0012, 0.0045, -0.0137
O, 3.2008, 8.798, 15.4353, -0.0002, -0.0006, 0.0006
O, 1.2778, 9.3009, 12.4932, 0.0002, 0.0031, -0.0032
O, 9.5532, 4.5833, 18.3822, -0.0023, -0.0019, 0.0049
O, 2.9744, 2.7281, 17.4957, -0.0004, -0.0016, 0.0034
O, 10.5446, 1.0411, 16.544, -0.0002, -0.0003, 0.0045
O, 6.6796, 10.2946, 18.1459, -0.0003, 0.0018, 0.0045
O, 4.6633, 0.3065, 20.5299, 0.0011, 0.0042, 0.0122
O, 6.4248, 2.9345, 14.7818, 0.0009, 0.0009, 0.0029
O, 10.0514, 3.6531, 16.0322, -0.0009, -0.0012, -0.0002
O, 2.8394, 9.4234, 20.1336, 0.0023, 0.0074, 0.0032
O, 8.5471, 5.7809, 16.0769, -0.0004, -0.0027, 0.0045
O, 4.1516, 4.1603, 10.238, 0.0165, 0.0209, -0.0013
O, 8.3818, 8.5052, 10.7115, 0.0006, -0.0002, 0.0018
O, 7.2046, 0.8966, 20.3705, 0.0033, 0, 0.0116
O, 7.3392, 9.9146, 13.5269, 0.0019, -0.0008, 0.0022
O, 8.9345, 8.0745, 14.6948, 0.0002, 0.0029, 0.0003
O, 3.3987, 3.4656, 20.1499, -0.0086, -0.0038, 0.0135
O, 9.8737, 2.003, 14.1035, 0.0005, 0.0005, 0.0031
O, 1.4223, 6.5092, 12.6563, 0.0022, -0.0003, -0.0046
O, 8.5742, 3.8204, 12.6104, -0.0035, 0.0008, -0.0035
O, 5.706, 7.9992, 10.9588, -0.01, -0.0118, -0.009
O, 7.7038, 6.0856, 13.4915, 0.0014, -0.0005, -0.0007
O, 10.0688, 9.3011, 17.2366, -0.0006, 0.0026, 0.0014
O, 8.2829, 9.4193, 20.0678, -0.0038, 0.0039, 0.0059
O, 0.2912, 5.4248, 20.1608, -0.0014, -0.0053, 0.0124
O, 0.8502, 7.3702, 16.411, 0.0017, 0.0015, 0.0009
O, 0.9976, 3.8586, 12.9222, 0.0005, 0.0045, 0.0023
O, 8.5141, 10.5642, 15.7111, 0.0003, 0.0024, 0.0043
O, 2.1437, 2.4826, 10.9371, -0.0088, -0.0013, 0.0151
O, 9.6798, 7.378, 20.9942, 0.001, -0.0055, 0.0092
O, 5.608, 4.901, 20.1087, 0.0025, 0.0037, 0.0067
O, 3.0194, 7.9858, 11.2616, 0.0088, -0.0011, -0.0218
O, 10.3871, 2.2606, 11.5197, -0.0039, -0.0041, -0.0159
O, 1.7707, 5.3402, 14.9875, 0.0013, 0.0025, 0.0045
O, 3.2935, 6.2036, 16.9814, 0.0027, 0.0005, 0.0027
O, 5.331, 7.1278, 15.6345, -0.0007, -0.0019, 0.0037
O, 5.5119, 9.876, 15.7968, 0.0006, 0.0014, 0
O, 5.6253, 6.6586, 18.1821, 0.0008, 0.0004, -0.0042
O, 6.6072, 4.9445, 11.2383, 0.003, -0.0052, -0.0203
O, 5.5007, 0.9617, 13.2527, -0.0019, 0.0046, 0.002
O, 2.4088, 1.0261, 19.4544, 0.0028, 0.0025, 0.0087
O, 1.536, 7.4016, 21.2233, -0.007, -0.0051, 0.0106

Results
free energy: -128096.006 eV
free energy less fixed offsets of O -568.88, P -755.39, Si -635.61 eV per atom: -2.366 eV

The program warned: the cutoff lies below the one the program advises for these potential files; the exchange-correlation potential is rough where the density is thin.
